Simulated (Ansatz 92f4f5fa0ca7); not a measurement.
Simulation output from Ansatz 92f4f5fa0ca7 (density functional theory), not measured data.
Periodic cell of 268 atoms, Si148O120, from a study of silicon, its oxide and their interface. The atomic structure is a simulated model.
This geometry differs little from another in the collection (a relaxation step or a small displacement).

Settings
functional: r2SCAN
potential files: Ansatz PAW
basis: plane waves
wave-function cutoff: 800 eV
density cutoff ratio: 5
exchange-correlation grid ratio: 1
k mesh: 1 x 1 x 1, shifted by 0.5 0.5 0 of a step
self-consistency stop: 1e-10 eV per atom in the density residual
occupations: fixed
spin: none
net charge: 0

Cell vectors (angstrom)
a	10.88	0	0
b	0	10.88	0
c	0	0	37.6809

Atoms and the computed forces on them: element, x, y, z (angstrom), force x, y, z (eV/angstrom)
Si	-0.3835	0.226	-0.1374	0.0038	0.0027	0.0032
Si	3.1152	2.3122	-0.0369	0.0012	0.0043	0.0034
Si	-0.3299	5.8347	-0.3612	0.0064	0.0003	-0.0012
Si	3.0186	8.0598	-0.024	-0.0011	0.0175	0.014
Si	5.3358	0.1975	0.4145	-0.0042	-0.006	0.0018
Si	8.3031	2.4741	-0.3539	0.0012	0.0043	0.002
Si	5.2851	5.8792	0.0376	0.017	-0.0095	0.0125
Si	8.2762	7.9489	0.2364	-0.0049	0.0081	0.001
Si	1.273	1.3407	1.1128	0.0025	0.0001	0.0004
Si	4.1495	4.1239	1.1006	-0.0001	-0.0024	-0.0014
Si	1.2942	6.8874	1.0588	0.001	-0.0018	0.0002
Si	4.1493	9.4078	1.4839	-0.0006	0.0049	-0.0006
Si	6.9942	1.4466	1.3565	-0.0008	0.0006	0.0014
Si	9.4938	4.111	0.9476	0.0015	-0.0024	0
Si	6.7984	6.7767	1.5747	0.001	-0.0022	0.0009
Si	9.4753	9.5951	1.3317	0.0001	-0.0029	-0.0025
Si	-0.0281	2.7826	2.4499	0.0012	-0.0001	0.002
Si	2.6631	-0.0079	2.5878	0.0058	0.0003	-0.004
Si	0.0155	8.1856	2.5706	0.0014	0.0028	0.0026
Si	2.7007	5.4836	2.446	0.0017	0.0012	0.0037
Si	5.4833	2.7882	2.584	-0.0014	-0.0008	-0.001
Si	8.1977	0.0343	2.749	-0.0021	-0.001	0.0024
Si	5.482	8.15	2.8758	-0.0008	0.0003	0.0018
Si	8.2157	5.3046	2.6181	-0.0037	0.001	0.0019
Si	1.3641	4.1107	3.8474	0.0005	0	-0.0007
Si	4.0737	1.3883	3.8986	-0.0005	-0.0014	0.0016
Si	1.3613	9.508	3.9728	-0.0009	-0.0004	-0.0006
Si	4.0302	6.7445	3.9993	0.001	-0.0016	-0.0028
Si	6.8293	4.0444	4.014	0.002	0	0.0005
Si	9.5937	1.4203	3.9736	0.0002	0.0011	-0.0001
Si	6.8253	9.5774	4.1074	-0.0006	0.0002	-0.0005
Si	9.5443	6.7777	3.9093	-0.0018	0.0001	0.002
Si	0.0364	0.0097	5.3211	0.0001	-0.0005	0.0008
Si	2.7197	2.7446	5.2551	0.001	0.0002	-0.0008
Si	0.0257	5.4423	5.2822	0.0009	-0.001	0.0004
Si	2.7059	8.1492	5.3413	0.0017	0.0009	0.0003
Si	5.4036	0.0581	5.3491	-0.0007	-0.0004	-0.0011
Si	8.1827	2.6994	5.3617	-0.0008	-0.0013	0.0011
Si	5.4502	5.4201	5.3305	-0.001	0.0006	0.0002
Si	8.2073	8.1393	5.3304	-0.0007	-0.0004	-0.001
Si	1.395	1.3695	6.6569	0.0007	-0.0005	0.0005
Si	4.0787	4.0694	6.6637	0.0015	0.0003	0.0006
Si	1.3504	6.794	6.6877	0.0001	-0.0008	-0.0001
Si	4.0724	9.532	6.6782	-0.0001	-0.0001	0.0005
Si	6.8059	1.3526	6.7112	0	-0.0011	0.0007
Si	9.5475	4.0876	6.6735	-0.0004	-0.0004	0.0004
Si	6.8192	6.7877	6.6714	0.0005	0.0002	0.0005
Si	9.5622	9.5139	6.6743	-0.0001	0.0009	0.0003
Si	0.0156	2.7007	8.0199	0.0002	-0.0002	-0.0005
Si	2.7236	0.0106	8.0482	0.001	-0.0002	0.0002
Si	0.0113	8.1565	8.0634	0.0001	0.0001	0.0004
Si	2.7077	5.4224	8.0227	0.0005	-0.0001	0.0004
Si	5.442	2.7293	8.034	-0.0001	-0.0008	0.0005
Si	8.1925	-0.0242	8.0233	-0.001	-0.0015	0.0005
Si	5.4499	8.1564	7.9933	-0.0002	0.0001	-0.0004
Si	8.1896	5.4406	8.0457	0.0003	-0.0005	0.0003
Si	1.3484	4.0569	9.3914	-0.0017	-0.0013	0.0012
Si	4.0722	1.3939	9.3929	-0.0002	-0.0006	0.0012
Si	1.3588	9.5322	9.4183	0.0007	0.0014	-0.0002
Si	4.0725	6.8051	9.3389	0.0023	0.0002	0.0001
Si	6.8279	4.0624	9.3849	0.0002	0.0013	0.0009
Si	9.5392	1.3454	9.3973	0.002	-0.0009	0.0006
Si	6.8524	9.466	9.3356	-0.0013	-0.0009	0.0008
Si	9.5521	6.7825	9.4376	-0.0017	-0.0013	0.0019
Si	0.0016	0.0068	10.8027	0	-0.0006	0.0034
Si	2.6911	2.7398	10.7901	0.0039	0.0006	0.0018
Si	0.0055	5.3742	10.8064	0.0009	-0.0001	-0.0014
Si	2.7187	8.1346	10.7339	-0.0008	0	-0.0009
Si	5.5159	0.0046	10.5936	0.0014	0.0004	-0.0022
Si	8.1998	2.7164	10.7721	-0.0023	-0.0024	-0.0036
Si	5.4291	5.4356	10.6644	-0.0016	-0.0012	0.001
Si	8.1698	8.1336	10.773	0.0013	0.0023	0.0024
Si	1.32	1.4109	12.1918	-0.0022	-0.0047	-0.003
Si	4.0871	4.1435	12.0735	0.0004	0.0006	-0.001
Si	1.4142	6.7089	12.1338	-0.0002	-0.0006	0.0006
Si	4.1703	9.5596	11.9043	0.0013	0.0029	-0.0013
Si	6.8212	1.2984	12.0263	-0.0023	-0.0027	-0.0009
Si	9.5032	4.0493	12.2405	0.0047	0.0072	-0.0007
Si	6.777	6.7213	12.0502	-0.0033	-0.0016	-0.0032
Si	9.522	9.4917	12.1504	-0.0009	-0.0019	-0.0018
Si	-0.0125	2.7525	13.7189	0.0022	-0.0023	0.0008
Si	2.8352	-0.0284	13.2815	0.0006	-0.0008	-0.0004
Si	-0.0429	7.9921	13.4418	0.0018	0.0033	-0.0016
Si	2.8396	5.4633	13.6062	0.0025	-0.0008	-0.0028
Si	5.4164	2.6702	13.2774	-0.0017	0.0018	-0.0093
Si	8.1576	0.0273	13.497	0.0011	-0.0018	-0.0049
Si	5.4571	8.1922	13.2631	0.002	-0.0022	0.0016
Si	8.0026	5.3664	13.5517	-0.001	-0.0004	-0.0012
Si	1.6553	3.9466	14.979	-0.0031	0.0028	0.0025
Si	3.8469	1.6216	14.6438	0.0053	0.0029	0.0092
Si	1.6465	9.2314	14.3936	-0.0151	-0.003	0.0002
Si	3.977	7.2128	14.7734	-0.002	-0.0131	0.0074
Si	6.8599	3.6715	14.8109	-0.0379	0.0158	0.0072
Si	9.2128	1.5448	14.951	0.0099	-0.0253	0.0086
Si	6.9962	9.2477	14.6472	-0.0022	0.0043	0.0016
Si	9.1776	6.9301	14.8178	0.0009	-0.0063	-0.0009
Si	2.3456	4.2844	17.8874	0.0007	-0.0009	-0.0042
Si	-4.5802	12.4867	22.2576	-0.0001	0.0012	-0.0048
Si	-0.6943	8.9738	18.8141	0	0.0015	-0.0041
Si	3.7177	9.2169	18.841	0.0003	0.0008	-0.0053
Si	6.5481	1.9819	19.4079	0.0015	0.0017	-0.0117
Si	-5.0669	11.1843	24.9895	0	0.0003	-0.0002
Si	5.812	8.115	17.0298	-0.0008	-0.0008	-0.0052
Si	4.9614	2.8374	17.0074	0.0037	0.001	-0.007
Si	5.927	6.3516	21.703	-0.0002	-0.0004	-0.0048
Si	-0.3676	4.1379	21.9167	-0.0008	-0.0008	-0.0043
Si	-0.3177	-1.9691	21.8342	0.0003	-0.0003	-0.007
Si	9.0983	11.7315	18.0378	0.0006	0.0024	0.0019
Si	1.4854	10.1894	17.1212	0.0009	0.0021	-0.0028
Si	8.5323	6.6004	17.7316	-0.0021	0.0005	-0.0021
Si	-3.3156	-4.2382	25.6497	0.0015	0.0013	0.0001
Si	-2.974	8.1851	23.0799	0.0008	-0.0009	-0.0037
Si	-9.6638	10.8908	23.2073	0.0003	0.001	-0.0045
Si	3.2259	6.5042	20.0994	0	0.0007	-0.0043
Si	5.3953	11.4865	31.2897	0.0005	0.0004	0.006
Si	8.7777	2.2771	23.6007	0.0005	0.0007	-0.0043
Si	1.3425	17.3917	22.6249	0.0022	0.0014	-0.0029
Si	7.5068	3.7346	25.9688	-0.0002	0.0004	-0.0006
Si	-1.1611	5.2556	26.9843	0.0012	-0.0018	-0.0003
Si	1.0156	-4.369	25.4977	0.0012	-0.0001	-0.0019
Si	-4.8603	9.1174	29.4948	0.0013	0.0029	0.0141
Si	2.7347	11.2376	20.8374	-0.0014	-0.0004	-0.0043
Si	4.9197	6.0822	30.24	0.0002	0.0001	0.0034
Si	8.0527	4.6674	20.0745	-0.0011	-0.0015	-0.0057
Si	0.8929	12.5723	18.8199	-0.0044	0.0025	-0.0042
Si	3.4003	-6.9598	28.7626	-0.0003	0.0009	0.0041
Si	2.3925	8.1519	27.5014	-0.0005	-0.0006	-0.0009
Si	2.1993	2.6704	22.2874	-0.0016	-0.0019	-0.0034
Si	0.3923	-1.4904	25.7428	0.0017	-0.0008	-0.0023
Si	-2.2292	10.6258	24.9395	-0.0008	0.0008	-0.0016
Si	4.8589	2.8884	26.2472	0.001	0.0017	-0.0014
Si	-6.2305	4.0665	23.3773	0.0003	0.0005	-0.0028
Si	2.2224	7.3298	30.4711	-0.0021	0.0011	0.0015
Si	-1.5268	1.0669	32.9621	-0.0008	-0.0015	0.0016
Si	0.1651	5.7492	34.1408	-0.0029	0.0001	0.0044
Si	1.851	-2.8079	33.2357	-0.002	0.0014	0.0029
Si	0.617	4.9818	29.4774	-0.0008	0.0048	0.0037
Si	-2.1583	-3.0805	33.7857	-0.0003	0.0018	0.0026
Si	-5.5144	-2.1524	26.5607	-0.001	0.0007	0.0029
Si	-7.6045	2.475	31.5892	-0.0002	-0.0002	0.0059
Si	5.7839	3.6186	31.9705	-0.0003	-0.0019	0.0049
Si	4.5462	1.0021	35.3955	-0.0023	-0.0005	0.0056
Si	-0.2195	-0.9501	34.7463	-0.0008	-0.0008	0.0033
Si	-3.1292	9.8069	31.6699	0.0025	0.0016	0.0045
Si	3.8565	9.0841	34.9474	0.0025	0.0029	0.0035
Si	7.0082	2.5461	34.4142	0.0014	0.0007	0.0044
Si	6.4885	7.4912	35.6806	0.0013	-0.0015	0.0039
Si	11.2313	3.3297	32.1032	0	-0.0002	0.0061
O	0.1879	-0.6242	-1.408	-0.0007	0.0013	-0.0021
O	-3.3884	-1.523	-7.5445	-0.0022	-0.001	-0.0019
O	1.7228	8.3031	-6.0333	-0.0002	0.0008	-0.0053
O	6.0757	2.1514	-6.496	-0.0002	0.0025	0.002
O	5.1676	-0.4493	-7.6437	-0.0007	0.0003	-0.0012
O	0.0904	5.487	-1.9227	-0.0013	0.0017	-0.0043
O	2.8591	8.8283	-1.4623	-0.0039	0.0019	-0.0029
O	1.4911	6.5828	-3.9302	0.0019	-0.0006	-0.0008
O	4.1115	1.2519	0.6829	0.0012	-0.0015	0.0046
O	3.4257	2.0097	-1.6327	0.0017	-0.0012	-0.0013
O	7.5326	2.9506	-1.7535	0.0004	-0.0003	-0.0028
O	8.0748	1.5015	-3.8494	-0.0005	0.0003	-0.0009
O	3.9829	6.7884	-0.3235	-0.0102	-0.0089	-0.0139
O	6.1028	6.0244	-1.3853	0.0028	-0.0019	-0.0027
O	9.3643	6.9556	-0.5002	-0.0027	-0.0041	0.0085
O	7.2729	8.4514	-0.946	0.0013	0.0014	-0.0038
O	2.615	2.6245	15.028	-0.0036	-0.0037	-0.0034
O	1.4415	4.5442	16.5237	0.0002	-0.001	-0.0017
O	4.622	1.5213	16.0952	-0.0034	-0.0023	-0.0014
O	8.1152	2.7181	15.201	0.0222	0.0155	-0.015
O	1.0924	10.1933	15.574	-0.0004	0.0003	0.0002
O	9.4146	11.7829	16.4447	0.0023	-0.0021	0.0054
O	2.6854	8.1683	15.0808	0.017	0.0144	-0.0142
O	4.7752	7.1347	16.2165	0.0005	0.0024	0.0045
O	9.352	-4.5478	16.3437	0.0015	0.0011	-0.0005
O	6.0758	1.1414	20.7176	-0.0016	-0.0035	0.0054
O	6.0692	3.7785	16.254	0.0069	-0.0024	0.0082
O	9.4821	4.2633	20.6994	0.0028	0.0017	0.0017
O	5.2134	16.3962	22.9108	-0.0015	-0.0014	0.0038
O	1.298	11.7399	17.5019	0.0003	0.0015	0.0017
O	29.6716	12.6716	22.3343	0.0001	-0.0011	0.0004
O	8.2371	8.2449	15.0058	-0.003	-0.0032	-0.0012
O	2.6905	5.4889	18.9333	-0.0014	0.002	0.0029
O	2.9296	7.9913	19.5394	-0.0012	0.0008	0.0009
O	-13.4354	5.2576	18.5943	-0.0005	-0.001	0.0009
O	-7.1365	3.8404	17.2548	-0.0034	0.003	-0.0012
O	7.2549	5.6651	21.0701	-0.0008	0.0016	0.0027
O	3.7701	10.4399	19.9072	0.0001	0.0022	0.0018
O	10.1574	1.8081	18.8249	0.0023	-0.001	0
O	7.611	12.1649	18.4253	-0.0019	0.0004	0.0005
O	5.2837	2.2682	18.4714	0.0017	0.0022	0.0095
O	0.0286	5.6094	22.4081	-0.0006	0.001	0.0034
O	5.1798	8.7152	18.3895	0.0008	0.0002	0.0025
O	9.1948	10.2082	18.549	0.003	-0.0037	0.0037
O	4.8136	6.4493	20.5046	0.0018	-0.0008	0.0022
O	0.8535	-2.8468	22.5014	0.0001	0.0006	0.0015
O	0.5266	9.085	17.7869	-0.0006	0.0004	0.0015
O	7.7003	2.8673	24.6376	-0.0017	0.0026	0.0013
O	1.4653	12.4974	23.3031	-0.0008	0.0005	0.0017
O	-3.7442	14.2502	19.9382	0.0033	0.0015	0.0025
O	-5.3152	13.8796	22.5899	-0.0011	0.0015	0.0023
O	12.1879	9.3009	27.0881	0.0008	0.0005	0.0007
O	7.0119	5.1612	25.4327	0.0004	-0.0002	0.0002
O	2.987	9.7408	17.4979	0.0012	-0.0015	0.002
O	1.36	11.6198	20.0464	0.001	-0.0007	0.0026
O	9.3968	7.5966	18.6485	0.0028	-0.0006	0.0014
O	-0.1806	10.3766	22.5229	0	0.0006	0.0013
O	13.312	17.1024	21.478	-0.0016	0.0006	0.0039
O	-3.8007	18.0966	17.4271	0.0009	0.001	0.0024
O	1.2606	-0.6091	24.693	0.0002	-0.0012	0.0019
O	-1.4204	1.0044	24.312	0.0004	-0.0005	0.0018
O	1.6069	3.129	18.7472	-0.0016	-0.0008	0.0035
O	-4.3744	-3.1144	22.3314	0.0009	0.0023	0.0016
O	-0.0427	-1.8492	20.2691	0.0011	-0.0012	0.004
O	-2.6851	7.1089	24.2446	0.0011	-0.0015	0.0012
O	1.8754	17.118	24.1456	0.0011	0.0011	0.0044
O	1.8763	4.432	28.6363	0.0016	-0.0003	-0.0029
O	-1.0177	14.2441	23.1731	-0.0018	-0.0011	0.0016
O	-5.6482	-1.153	25.3083	-0.0008	0.0002	-0.0006
O	-7.3534	6.4955	30.9872	0.0006	-0.0009	0.0001
O	-6.053	1.369	25.7021	-0.0012	0.0002	0.0014
O	-1.7705	-2.6543	22.0063	-0.0019	-0.0008	0.002
O	-8.4952	10.3809	22.1733	-0.0014	-0.0001	0.0018
O	6.2334	9.3915	16.0997	0.0013	0.0008	-0.001
O	3.2274	12.7063	21.3385	0.0002	0.0015	0.0009
O	-7.7891	14.6954	22.9749	0.0009	0.002	0.0023
O	-7.1117	3.1431	27.3978	0.0007	-0.0007	-0.0007
O	3.8832	0.9707	31.7765	0.0003	-0.0001	0.0003
O	5.8603	-5.8424	31.115	-0.0002	0.0025	-0.0016
O	-1.9948	3.8818	26.7853	-0.0003	-0.0012	-0.0002
O	0.9852	14.2469	21.4673	0.0003	0.0001	0.0008
O	10.2801	5.2594	28.4772	0.0011	-0.0003	0.0006
O	1.8947	6.7526	26.8393	0.0001	-0.0011	0.001
O	8.7284	6.5369	26.7837	0.0002	-0.0003	-0.0012
O	-4.5445	-7.7572	26.8849	-0.0008	-0.0001	0.0012
O	5.813	0.5374	23.3781	-0.0019	-0.002	0.0017
O	11.0509	3.9844	30.6481	0.0006	0.0027	-0.0024
O	-4.5686	-3.3581	26.096	0.002	-0.0017	-0.0022
O	0.0017	-5.5758	25.8506	-0.0007	-0.0015	0.0001
O	3.4113	-7.9845	30.0197	0.0011	0.0019	-0.0026
O	3.8444	10.6701	34.601	-0.0005	-0.0008	-0.0007
O	-4.8319	-1.5631	27.8996	-0.0012	0.0004	0.0013
O	-3.4384	-3.7573	34.459	-0.0013	0.0003	-0.0013
O	-1.5405	-1.889	34.702	-0.0002	-0.001	0.0003
O	-1.1267	-0.9277	25.9245	-0.0006	0.0001	0.0023
O	5.5436	1.8626	34.4846	-0.0012	0.0002	-0.0025
O	18.1936	0.3308	25.6568	0	0.0006	0.0011
O	0.9794	6.3613	30.2026	-0.0004	-0.0036	-0.0051
O	3.3803	8.3267	33.6207	0.0002	-0.0018	-0.0019
O	4.2192	3.5068	32.4196	0.0005	0.0015	0.0008
O	4.4339	5.1783	28.9567	0.0002	0.0005	0.0007
O	-0.875	-8.565	32.2233	0.0024	0.0028	0.0007
O	0.1793	-3.007	25.2266	-0.0003	-0.0001	0.0003
O	1.772	2.552	32.1425	0.0013	0.0009	0.0009
O	3.8599	8.3294	26.902	0.0033	0.0004	-0.0013
O	0.2431	4.3484	33.3541	0.0013	-0.0022	-0.0007
O	-6.2264	3.8818	24.9842	-0.0012	0.0005	0.0023
O	-8.3421	8.1279	29.1056	0.0015	0.0021	-0.003
O	5.5865	7.5423	29.8444	-0.0018	-0.0018	-0.0001
O	0.9526	9.1509	33.9988	0.0005	0.0007	-0.0008
O	-2.6969	-2.43	32.4174	0.0003	0.0017	0.0008
O	5.4893	0.2326	36.4747	0.0003	0.0013	-0.0019
O	5.2856	8.4372	35.237	-0.0037	0.0011	-0.0018
O	-1.0815	-4.2606	33.579	0.0014	-0.0008	-0.0021
O	6.7749	3.7124	33.2764	-0.0014	0.0024	-0.0015
O	-1.9321	-0.008	31.8263	0	0.0013	-0.0015
O	-0.4512	11.3202	33.98	0.0004	0.0013	-0.0017
O	6.3922	-0.3137	32.2215	-0.0013	0.0015	0.0006
O	9.429	1.3327	36.9367	-0.0086	-0.0042	0.0001
O	-2.8749	-1.2526	23.8243	-0.0001	0.0008	0.0018

Results
free energy: -163107.734 eV
free energy less fixed offsets of O -570.45, Si -639.56 eV per atom: 1.146 eV

The program warned: the cutoff lies below the one the program advises for these potential files; the forces do not sum to zero within the program's tolerance; empty levels may hold ghost states of the PAW files; the exchange-correlation potential is rough where the density is thin.
